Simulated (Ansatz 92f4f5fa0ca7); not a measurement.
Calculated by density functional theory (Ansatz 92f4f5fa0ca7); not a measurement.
Periodic cell of 466 atoms, Si304O162, from a study of silicon, its oxide and their interface. The atomic structure is a simulated model.
Doubt: the cutoff is far below the 930 eV that the study's wrapper takes by default for these files, so forces and energies are approximate.

Settings
functional: PBE
potential files: Ansatz PAW
basis: plane waves
wave-function cutoff: 580 eV
density cutoff ratio: 5
exchange-correlation grid ratio: 1
k mesh: 1 x 1 x 1, Gamma-centred
self-consistency stop: 5e-08 eV per atom in the density residual
occupations: fixed
spin: none
net charge: 0

Cell vectors (angstrom)
a 15.4691 0 0
b 0 15.4691 0
c 2.774 -3.0337 34.6972

Atoms and the computed forces on them: element, x, y, z (angstrom), force x, y, z (eV/angstrom)
Si 11.098 -3.035 24.726 0 0 0
Si 11.215 -6.88 24.624 0 0.001 0.001
Si 3.296 -3.122 24.412 0 0 -0.003
Si 3.451 0.84 24.698 0.005 0.002 -0.004
Si 3.485 -10.77 24.686 0.004 -0.002 -0.003
Si 3.412 -6.818 24.693 0 -0.001 0
Si 6.428 -3.022 24.586 0.001 0.002 -0.002
Si 5.855 0.811 24.549 -0.003 0 -0.001
Si 5.876 -10.625 24.674 -0.003 0 -0.002
Si 5.858 -6.943 24.488 0 0.001 -0.001
Si 11.19 0.815 24.477 0.001 0.001 -0.002
Si 11.211 -10.714 24.477 -0.001 0.001 -0.001
Si -1.96 -3.101 24.548 0 -0.001 0.001
Si -1.837 0.738 24.402 0.001 -0.002 0
Si -1.759 -10.81 24.415 -0.001 -0.002 0
Si -1.828 -6.972 24.582 0 -0.003 0.001
Si 2.84 -1.173 25.771 -0.001 0 0.001
Si 2.844 2.774 25.883 -0.001 0.001 0.002
Si 2.82 -8.814 25.828 0 0.001 0.001
Si 2.887 -4.916 25.921 0 0.001 0
Si 6.572 -1.045 25.853 0 0 0.001
Si 6.568 2.795 25.686 0 0 0.001
Si 6.526 -8.751 25.885 0 0 0.002
Si 6.579 -5.04 25.787 0.001 -0.002 0.001
Si 10.586 -1.042 25.861 0 -0.001 0.001
Si 10.613 2.787 25.696 0 -0.001 0
Si 10.636 -8.835 25.832 -0.002 -0.002 -0.002
Si 10.595 -4.997 25.905 0.001 -0.001 0
Si -1.25 -1.151 25.743 -0.002 0.002 -0.001
Si -1.211 2.698 25.659 0.001 0.001 0.002
Si -1.203 -8.909 25.781 -0.001 0.002 0.001
Si -1.207 -5.002 25.758 -0.001 0.001 0.001
Si 0.8 -1.129 27.022 0.002 -0.001 0.001
Si 0.779 2.755 27.042 -0.001 0 -0.001
Si 0.803 -8.844 27.076 0 0 0.001
Si 0.808 -4.95 27.075 0 -0.001 0
Si 4.686 -1.103 27.272 0 0.002 -0.004
Si 4.754 2.798 27.265 0.001 -0.001 -0.006
Si 4.67 -8.779 27.325 0.001 -0.002 -0.005
Si 4.764 -4.919 27.315 -0.001 -0.002 -0.002
Si 8.573 -1.058 27.123 0 0 0
Si 8.585 2.776 26.994 0 0 0
Si 8.591 -8.816 27.08 -0.001 0.001 0.001
Si 8.559 -5.017 27.114 -0.001 0.001 0
Si 12.449 -1.097 27.298 0.001 -0.001 -0.005
Si 12.447 2.742 27.2 -0.001 0.001 -0.004
Si 12.456 -8.874 27.304 0.003 0.002 -0.003
Si 12.473 -5.005 27.313 0.001 0.001 -0.005
Si 0.815 -3.026 28.475 0 0 -0.001
Si 0.82 0.816 28.44 0 0.001 -0.001
Si 0.811 4.686 28.466 0 0 0
Si 0.821 -6.898 28.468 0 0 -0.001
Si 4.725 -3 28.643 0 -0.002 0.003
Si 4.707 0.851 28.592 0 -0.002 0.004
Si 4.712 4.722 28.616 0 0 0.005
Si 4.698 -6.856 28.645 0 0.002 0.004
Si 8.57 -3.036 28.473 0 0 0
Si 8.583 0.878 28.48 0 0 -0.001
Si 8.572 4.692 28.443 0 0 -0.001
Si 8.588 -6.919 28.519 0 -0.001 -0.001
Si 12.447 -3.046 28.615 -0.001 0 0.004
Si 12.449 0.844 28.6 0.001 0.001 0.004
Si 12.443 4.652 28.596 -0.001 -0.001 0.004
Si 12.46 -6.935 28.633 0 -0.001 0.004
Si 2.74 -3.033 29.906 0 0 0
Si 2.74 0.838 29.89 0 0 -0.001
Si 2.737 4.693 29.9 0 0 -0.001
Si 2.73 -6.893 29.915 0 0 0
Si 6.679 -3.027 29.926 0 0 0
Si 6.664 0.838 29.905 0 0 -0.001
Si 6.674 4.703 29.906 0 0 -0.001
Si 6.665 -6.905 29.926 0 0 0
Si 10.481 -3.039 29.907 0 0 0
Si 10.491 0.844 29.909 0 0 -0.001
Si 10.479 4.692 29.895 0.001 0 -0.001
Si 10.499 -6.906 29.927 0 0 0
Si -1.074 -3.031 29.921 0 0 0
Si 14.402 0.835 29.906 0 0 -0.001
Si -1.079 4.694 29.913 0.001 0 -0.001
Si -1.061 -6.902 29.925 -0.001 0 -0.001
Si 0 1.934 2.05 -0.399 -0.029 -0.03
Si 0 5.801 2.05 -0.24 0.076 -0.067
Si 0 -5.801 2.05 -0.277 0.018 0.148
Si 0 -1.934 2.05 -0.2 -0.075 0.127
Si 3.867 1.934 2.05 0.371 -0.012 -0.05
Si 3.867 5.801 2.05 0.308 0.035 -0.074
Si 3.867 -5.801 2.05 0.212 0.031 -0.049
Si 3.867 -1.934 2.05 0.296 -0.073 0.052
Si 7.734 1.934 2.05 -0.199 -0.007 0.12
Si 7.734 5.801 2.05 -0.296 0.033 -0.091
Si 7.734 -5.801 2.05 -0.309 0.01 0.001
Si 7.734 -1.934 2.05 -0.226 -0.013 0.104
Si -3.867 1.934 2.05 0.1 -0.002 0.065
Si 11.602 5.801 2.05 0.244 0.094 -0.145
Si -3.867 -5.801 2.05 0.434 0.067 -0.09
Si -3.867 -1.934 2.05 0.191 -0.138 -0.003
Si -1.951 1.927 3.476 0 0 0
Si -1.937 5.845 3.454 -0.001 0 0
Si -1.936 -5.794 3.499 0 0 0
Si -1.942 -1.979 3.472 0 0 0
Si 1.934 1.928 3.339 0 -0.001 0
Si 1.938 5.822 3.354 0 0 -0.001
Si 1.938 -5.803 3.372 0 0.001 0.001
Si 1.943 -1.96 3.377 0 0 -0.001
Si 5.805 1.936 3.485 0 0 0
Si 5.804 5.792 3.471 0 -0.001 0
Si 5.789 -5.797 3.471 0.001 0.001 0
Si 5.803 -1.935 3.488 0.001 0 0
Si 9.664 1.942 3.393 0 0.001 -0.002
Si 9.666 5.795 3.349 -0.001 0.001 -0.002
Si 9.681 -5.782 3.34 -0.001 0 0
Si 9.671 -1.922 3.378 -0.001 0 0
Si -1.994 -0.055 4.85 -0.003 0.001 0.002
Si -1.988 3.919 4.817 0.003 -0.001 -0.002
Si -1.893 -7.717 4.925 -0.002 0.001 -0.001
Si -1.913 -3.884 4.959 0 -0.001 -0.002
Si 1.953 0 4.656 0.002 0.002 0.002
Si 1.95 3.872 4.627 0.002 -0.002 0.002
Si 1.96 -7.728 4.709 -0.002 0.001 -0.001
Si 1.958 -3.896 4.734 0.002 -0.003 -0.004
Si 5.804 0.004 4.905 0.001 0 0
Si 5.818 3.871 4.903 0.002 0 -0.001
Si 5.78 -7.738 4.863 0.001 0 -0.001
Si 5.804 -3.877 4.903 0.014 -0.001 -0.001
Si 9.658 0.001 4.735 -0.001 -0.001 0.002
Si 9.64 3.894 4.715 0 -0.003 0.003
Si 9.725 -7.722 4.619 0.001 0.001 0.001
Si 9.69 -3.871 4.685 0.004 -0.001 -0.001
Si 0.05 -0.088 6.026 0.001 -0.003 0.001
Si 0.053 3.956 5.99 0 0 0
Si 0.151 -7.685 6.22 0.004 -0.001 0.001
Si 0.146 -3.931 6.254 0.001 -0.001 0.002
Si 3.772 0.004 6.165 -0.001 0 -0.001
Si 3.768 3.889 6.124 -0.002 0 0
Si 3.785 -7.767 6.201 -0.001 -0.002 0.002
Si 3.8 -3.889 6.223 -0.009 -0.002 0.01
Si 7.814 -0.012 6.229 -0.002 -0.001 -0.003
Si 7.818 3.878 6.25 0 0.001 -0.002
Si 7.855 -7.702 6.009 0 0 -0.002
Si 7.848 -3.909 6.139 -0.012 0.005 -0.005
Si -3.976 -0.034 6.229 0.004 -0.002 -0.003
Si -3.975 3.944 6.155 -0.004 0 0.002
Si -3.946 -7.738 6.157 0.001 -0.001 -0.001
Si -3.975 -3.863 6.218 -0.003 0 0.001
Si 0.222 1.947 7.141 0 0.001 -0.001
Si 0.711 5.787 7.351 0 0 -0.001
Si 0.853 -5.823 7.587 -0.001 0.001 -0.001
Si 0.72 -1.935 7.383 0.001 0.002 -0.002
Si 3.315 1.985 7.43 0 0 -0.001
Si 3.167 5.749 7.448 0.001 0.001 -0.001
Si 3.257 -5.838 7.503 0.001 0.006 -0.004
Si 3.158 -1.923 7.397 0.001 -0.002 -0.001
Si 8.539 1.918 7.433 0.002 0.002 0.002
Si 8.456 5.928 7.307 0 -0.003 0.002
Si 8.453 -5.867 7.359 0.003 -0.004 -0.001
Si 8.363 -1.992 7.436 -0.003 -0.002 0.004
Si -4.493 1.981 7.359 0 0.001 -0.001
Si -4.6 5.86 7.471 0.001 0 0
Si -4.609 -5.84 7.386 0.002 0.001 0.001
Si -4.688 -1.959 7.486 0.002 -0.001 0
Si 4.436 -1.651 9.357 -0.001 0 -0.002
Si 2.774 -4.967 31.278 -0.275 0.066 0.025
Si 2.774 -1.1 31.278 -0.205 0.048 -0.113
Si 2.774 2.767 31.278 -0.237 -0.049 -0.068
Si 2.774 -8.834 31.278 -0.228 -0.039 -0.096
Si 6.641 -4.967 31.278 0.211 0.005 0.064
Si 6.641 -1.1 31.278 0.258 0.094 0.038
Si 6.641 2.767 31.278 0.143 0.021 -0.026
Si 6.641 -8.834 31.278 0.201 -0.058 0.064
Si 10.508 -4.967 31.278 -0.143 0.006 0.038
Si 10.508 -1.1 31.278 -0.177 0.018 -0.083
Si 10.508 2.767 31.278 -0.175 0.045 0.016
Si 10.508 -8.834 31.278 -0.139 -0.13 -0.012
Si -1.093 -4.967 31.278 0.176 0.02 0.065
Si 14.375 -1.1 31.278 0.151 0.057 0.016
Si -1.093 2.767 31.278 0.223 -0.04 0.024
Si -1.093 -8.834 31.278 0.168 -0.06 0.036
Si 4.708 -4.967 32.646 0.001 -0.003 -0.057
Si 4.708 -1.1 32.646 -0.005 0.016 -0.06
Si 4.708 2.767 32.646 0.004 0.008 -0.056
Si 4.708 -8.834 32.646 0.02 -0.038 -0.059
Si 8.575 -4.967 32.646 0 -0.01 0.054
Si 8.575 -1.1 32.646 -0.017 0.036 0.058
Si 8.575 2.767 32.646 0.01 -0.011 0.048
Si 8.575 -8.834 32.646 0.003 -0.021 0.043
Si -3.027 -4.967 32.646 -0.008 0.008 -0.038
Si 12.442 -1.1 32.646 0.02 0.007 -0.036
Si -3.027 2.767 32.646 -0.006 0.012 -0.04
Si -3.027 -8.834 32.646 -0.025 -0.02 -0.04
Si 0.84 -4.967 32.646 0.013 0.023 0.057
Si 0.84 -1.1 32.646 0.01 0.032 0.045
Si 0.84 2.767 32.646 -0.002 0.003 0.051
Si 0.84 -8.834 32.646 -0.004 -0.041 0.056
Si 4.708 -3.034 34.013 -0.002 -0.004 0.022
Si 4.708 0.833 34.013 0.004 -0.011 0.026
Si 4.708 4.701 34.013 -0.021 0.017 0.031
Si 4.708 -6.901 34.013 -0.001 0.008 0.021
Si 8.575 -3.034 34.013 0.01 -0.016 -0.031
Si 8.575 0.833 34.013 0.011 -0.001 -0.019
Si 8.575 4.701 34.013 -0.007 0.027 -0.028
Si 8.575 -6.901 34.013 0.005 0.001 -0.027
Si -3.027 -3.034 34.013 -0.005 -0.028 0.026
Si 12.442 0.833 34.013 -0.015 0.015 0.026
Si -3.027 4.701 34.013 0.025 0.032 0.016
Si -3.027 -6.901 34.013 0.001 -0.023 0.015
Si 0.84 -3.034 34.013 -0.008 -0.018 -0.026
Si 0.84 0.833 34.013 -0.007 -0.004 -0.022
Si 0.84 4.701 34.013 0.005 -0.001 -0.015
Si 0.84 -6.901 34.013 -0.018 0.026 -0.029
Si 0 0 0.683 -0.141 0.022 0.013
Si 0 3.867 0.683 -0.156 0.002 0.003
Si 0 7.734 0.683 -0.133 -0.023 -0.008
Si 0 -3.867 0.683 -0.118 0.002 -0.004
Si 3.867 0 0.683 0.14 0.013 0.009
Si 3.867 3.867 0.683 0.126 -0.002 0
Si 3.867 7.734 0.683 0.171 -0.001 -0.015
Si 3.867 -3.867 0.683 0.153 -0.01 -0.014
Si 7.734 0 0.683 -0.124 -0.004 0.015
Si 7.734 3.867 0.683 -0.126 0.017 0.006
Si 7.734 7.734 0.683 -0.138 -0.017 -0.011
Si 7.734 -3.867 0.683 -0.13 0 0
Si -3.867 0 0.683 0.141 0.022 0.022
Si 11.602 3.867 0.683 0.177 0 0.003
Si -3.867 7.734 0.683 0.084 -0.023 -0.012
Si -3.867 -3.867 0.683 0.113 0.002 -0.022
Si -1.075 -2.963 22.373 0 0 -0.001
Si -1.041 0.242 22.184 -0.004 -0.001 0.006
Si -0.346 -10.23 21.569 0 -0.001 0.001
Si -1.864 -7.548 21.517 0.001 0.001 0.001
Si 2.041 -2.997 22.402 0.001 -0.004 0.002
Si 2.058 0.209 22.005 0.004 0.01 0.005
Si 2.692 -9.885 21.819 0.002 -0.001 0.002
Si 3.254 -6.827 21.754 0.001 0 0
Si 8.571 -5.174 21.055 0 0 0
Si 6.711 1.489 21.65 0.001 -0.001 0
Si 6.479 -8.869 19.793 0 0.002 0.001
Si 6.195 -6.689 22.102 0.001 0 0
Si 9.551 0.322 21.752 0.001 0.003 -0.002
Si 10.002 -10.22 22.491 -0.001 0.004 0.008
Si 8.929 -2.671 22.527 0 -0.004 0.002
Si 10.607 -7.25 22.378 -0.002 -0.001 0.001
Si -3.828 2.568 9.554 0 0.003 0
Si -3.696 5.615 9.698 -0.001 0 -0.001
Si -3.028 -5.253 9.934 -0.001 0.002 -0.001
Si -0.869 -1.239 10.009 0.003 -0.001 0.002
Si -1.072 1.742 9.85 -0.001 -0.001 0
Si -0.748 -9.063 10.102 -0.002 0 0
Si -0.093 -5.992 9.791 0 0.001 0
Si 0.538 -4.727 12.682 0.001 0 -0.001
Si 4.577 1.238 10.091 0.001 -0.001 0
Si 4.138 -9.583 9.623 -0.002 -0.008 -0.006
Si 4.347 -6.342 9.561 -0.006 0.012 -0.002
Si 8.674 2.713 10.357 0 -0.001 0
Si 7.216 5.558 10.05 0.001 0 0.001
Si 7.514 -5.677 9.511 -0.001 0.004 0.007
Si 7.295 -2.596 9.463 0.003 0.001 -0.005
Si -3.802 -2.15 9.669 -0.001 -0.007 -0.006
Si -3.583 0.315 14.46 -0.003 -0.001 0
Si -0.783 -0.13 15.133 0.004 0.001 0.003
Si -1.57 -5.561 14.757 0 -0.001 -0.002
Si 0.373 -1.747 12.592 0.001 -0.005 -0.002
Si 3.131 -0.689 11.845 0 0.001 -0.002
Si 5.443 -11.694 17.142 0 -0.001 -0.002
Si 4.682 2.876 14.166 0.001 0 -0.001
Si 4.875 -5.753 12.34 0.001 -0.001 -0.002
Si -5.087 -1.631 12.532 -0.003 -0.002 0.001
Si 6.619 1.789 12.189 0 0.001 0
Si 6.796 -3.769 13.504 0 0.002 -0.001
Si -0.045 3.918 11.78 0.001 0 0.001
Si 2.55 1.012 19.077 0.002 0 0.002
Si -4.55 -9.246 12.645 0 0 -0.001
Si 0.356 -12.158 19.044 -0.002 0 -0.003
Si 7.438 -1.116 12.286 0 -0.001 -0.001
Si -1.653 2.562 14.201 0.002 -0.003 0.005
Si 8.919 -8.249 14.467 0 0 -0.002
Si 6.028 -3.643 16.469 -0.002 -0.002 0.001
Si -2.166 1.912 19.685 -0.002 0.001 -0.002
Si 2.908 -3.889 17.031 0.001 -0.001 0
Si 1.352 -9.767 17.289 0 0.001 -0.001
Si 6.578 -0.604 16.424 0.002 0.001 -0.001
Si -1.167 -4.916 19.961 -0.001 0.001 0
Si 7.043 -10.96 21.945 -0.003 0 0.001
Si 10.659 -9.868 17.406 0 0.002 -0.002
Si 1.997 -4.812 19.915 -0.001 0 -0.001
Si 9.523 0.109 16.427 -0.007 0.005 -0.007
Si 3.712 -9.981 19.06 0 0 0
Si 7.299 -7.513 11.963 -0.001 0 0.001
Si 2.869 4.791 12.365 -0.001 -0.001 0
Si 10.361 -6.908 16.709 0.001 0.001 0.001
Si -3.73 -6.215 12.765 0 -0.002 0.001
Si 10.549 1.309 19.08 0.001 -0.001 -0.003
Si 8.257 -5.018 17.961 -0.001 0.001 -0.001
Si -5.555 -3.715 13.604 -0.002 0.003 -0.003
Si 1.674 -0.966 16.801 -0.001 -0.001 0.001
Si 3.927 -0.025 14.677 0.001 0.001 0
Si 7.753 -9.528 17.141 0 0 -0.002
Si 2.692 -5.939 14.553 0 0.001 -0.002
Si -2.887 -4.608 17.231 0 -0.001 0.001
Si 5.629 1.209 18.674 0 -0.001 0.001
Si 10.224 -2.974 16.753 -0.002 0.001 -0.002
Si 1.979 -8.884 14.632 -0.001 -0.001 -0.001
Si 11.288 -11.462 19.903 0 -0.002 -0.002
Si -2.899 5.211 15.024 0 0.001 -0.003
Si -0.57 -8.269 15.646 -0.001 0 -0.001
O 0.48 -3.445 22.646 -0.001 -0.001 -0.001
O 0.518 0.74 22.079 -0.003 0.007 -0.005
O -1.041 -10.889 22.902 0.001 0 0
O 1.099 -9.574 21.944 0 0.004 -0.002
O 3.455 -8.444 21.786 0 0 0
O -1.304 -7.108 22.996 0.001 0 0
O 4.903 -3.061 23.912 -0.001 0 0
O 2.917 0.978 23.136 -0.003 -0.002 0.002
O 3.102 -10.828 23.069 -0.001 0.001 0.003
O 2.652 -6.45 23.229 -0.001 0.001 0
O 10.339 -3.053 23.247 0.001 0 0.001
O 7.624 -2.952 23.457 -0.002 -0.001 0.001
O 8.332 1.385 21.628 -0.003 0.002 0
O 6.145 0.618 22.908 0 -0.001 -0.001
O 6.205 -10.159 23.089 0 0 0.001
O 8.594 -11.052 22.45 -0.002 -0.003 0
O 9.84 -6.067 21.555 0 0 -0.001
O 10.599 0.786 22.914 0.002 0.001 0.003
O -1.015 1.97 8.237 0.001 0 -0.001
O -2.653 1.681 10.282 0 0 0.001
O -2.361 -8.902 9.846 0.001 0 0.001
O 0.001 5.692 8.846 0 0 0.001
O -1.551 -5.433 9.268 -0.002 -0.001 0
O 0.116 -1.957 8.932 0 -0.003 0
O 1.714 1.936 7.868 -0.001 0.001 0.002
O 4.066 2.197 8.887 0 0 0.001
O 3.43 0.776 11.168 0 0 0
O 8.149 1.842 9.067 0 0 0
O 5.649 5.238 9.713 0.007 -0.004 0
O 7.833 -9.083 8.791 -0.001 0.001 -0.001
O 5.918 -5.973 9.257 0.01 0.003 -0.007
O 5.669 -2.717 9.181 -0.002 -0.002 -0.001
O -4.135 -5.989 8.989 0.001 0.001 0.001
O 11.604 -5.902 16.991 0 0.001 0
O -4.723 -1.626 10.925 -0.005 -0.002 0.001
O -0.345 -1.029 13.847 0.001 -0.001 -0.002
O 4.468 -3.437 16.868 -0.001 0 0.001
O -2.003 -9.016 15.58 0.001 0.001 0
O -0.891 2.294 18.747 0.008 0.001 -0.005
O -1.308 -9.015 21.051 -0.001 -0.001 -0.001
O 2.552 -3.716 21.009 0 0.001 0
O 1.862 -0.184 18.215 0.002 0.001 0.001
O 2.766 0.523 20.596 0.005 0 -0.014
O 2.3 -6.302 20.543 0 0 0.001
O 4.731 -6.146 21.579 -0.001 0 0
O 6.798 -2.21 16.537 0.002 0.002 0
O 8.225 -5.477 19.51 0 -0.001 0.002
O 6.351 -12.422 21.889 0 0.002 0
O 6.706 -7.782 20.98 0 0 0
O -5.345 -7.339 15.139 0 0 -0.002
O 8.944 -6.234 17.135 0 -0.001 -0.001
O -5.322 -3.555 15.225 0 0 0.004
O 10.28 0.253 20.298 0 -0.001 0.002
O 9.634 1.001 17.782 0 0.008 0.009
O -2.779 -12.177 20.325 0 0.005 0.002
O 10.193 -12.636 19.576 -0.001 0.001 0
O 9.656 -8.603 22.418 0 0.001 0
O -0.587 1.496 14.875 0.002 0.004 0
O -2.892 -5.902 11.409 0.001 -0.001 -0.001
O -2.416 -1.287 9.512 -0.002 0.007 0.001
O -0.154 -7.555 10.323 0.001 0 0
O 3.764 1.533 14.238 0 0 0
O 5.138 -0.14 9.388 0.001 0 0
O 4.194 -7.956 9.824 -0.006 -0.007 0.005
O 3.287 5.209 10.85 -0.004 -0.001 0.003
O 2.613 -7.462 15.134 0.001 0 0.002
O 3.923 -5.629 11.001 -0.003 0.003 0.004
O 7.97 0.097 15.908 -0.002 0 -0.001
O 3.679 -1.846 10.812 0.001 -0.002 -0.001
O 8.145 2.152 11.786 0.001 0 -0.001
O 8.122 4.226 10.184 0 0 -0.001
O 7.348 -9.052 11.425 0 0 0
O 5.926 -4.507 12.347 0.002 0.002 0.003
O 7.992 -6.543 10.831 0.002 -0.002 0.001
O 6.511 0.195 12.445 -0.001 -0.002 0
O 7.524 -1.608 10.739 0 0.003 0.002
O -1.002 3.283 12.915 0.006 0.004 -0.008
O -3.925 -0.781 13.305 0.005 0.003 0.003
O -3.156 4.072 9.553 -0.001 -0.002 -0.001
O 2.138 -9.985 15.85 0 -0.001 0.001
O 0.361 -8.744 14.381 0 -0.001 0
O 5.364 -0.25 15.403 0 0 -0.001
O -0.491 5.449 11.402 0 0.001 -0.001
O 3.168 -10.651 20.455 0.001 -0.001 -0.002
O -1.363 -6.458 20.43 0.001 0 -0.001
O -4.932 0.699 15.296 0.006 0.003 -0.008
O -1.995 -4.449 15.869 0 0.001 0
O -1.995 -4.733 18.575 0 0 0
O 8.909 -1.114 22.111 -0.001 0.001 -0.002
O 7.815 -4.096 9.883 0.002 0 -0.001
O 4.217 -11.171 18.078 -0.001 0.001 0.002
O 0.404 -4.633 19.656 0.002 0.001 0
O 1.492 3.929 12.308 0 0 0
O 1.685 2.383 19.124 0.004 -0.004 0.003
O 1.541 -5.758 13.421 0 0 0
O -0.013 -11.35 20.423 -0.001 0.001 0.002
O 1.526 -0.761 12.025 0 0.003 -0.002
O 8.036 -7.372 13.413 0 0 0
O 8.36 -4.169 13.367 -0.003 0.001 0.001
O 6.198 2.548 17.919 0.001 0.001 0
O 6.227 -0.102 17.929 0 0.001 0.002
O 0.401 -5.105 11.094 0 -0.001 0
O 11.539 -10.533 18.591 0.002 0 0.001
O 5.732 -7.137 12.214 0.002 -0.001 -0.001
O 4.843 -12.07 15.686 0.001 0 0.001
O 2.702 -0.408 15.671 0 0 0.001
O 2.68 -9.315 13.243 0.001 -0.001 -0.002
O -2.393 -0.335 15.403 -0.008 -0.003 0.001
O 5.669 2.131 10.902 -0.001 0 -0.001
O 4.912 -8.911 19.324 0 0.001 -0.001
O 0.611 -11.123 17.81 -0.001 -0.001 0
O -2.793 -6.386 14.077 0.001 0 0
O 2.536 -4.898 15.798 0 0 0.001
O 9.993 -1.389 16.788 0.004 -0.018 0.005
O -0.691 -6.651 15.587 0 0 0.001
O 7.375 -8.584 18.444 0 0.001 0.001
O 7.287 -5.481 22.011 -0.001 0 0.001
O -4.719 -4.965 13.004 0 -0.002 -0.001
O -1.147 -1.381 21.923 0 -0.003 -0.001
O 6.92 -10.301 20.458 0.001 -0.001 -0.001
O -1.679 -3.876 21.134 -0.001 0.001 0.001
O 6.69 -2.168 13.269 0 -0.008 0
O 6.165 2.572 13.535 -0.001 0.001 0.001
O 11.976 -7.605 21.542 -0.001 0 -0.001
O -4.451 -7.63 12.494 0 -0.002 0.001
O 0.195 -8.633 17.049 0 -0.001 0.001
O 1.068 -3.194 12.899 0 -0.003 0.001
O 4.086 -5.733 13.751 0 -0.001 0.001
O 6.728 -4.725 17.47 -0.001 0 -0.001
O 3.819 -0.913 13.31 0.002 -0.002 0.003
O 2.741 -4.629 18.476 0 0 0
O -4.595 5.684 11.093 0 0 0.001
O 8.877 -3.582 21.184 0 -0.001 -0.001
O -3.32 5.505 13.462 0 0 -0.001
O 10.69 -8.245 17.581 0 -0.001 0
O 6.187 -4.191 14.947 0 0 -0.004
O 10.83 -10.536 21.131 0.005 0.001 -0.004
O -1.819 0.933 20.93 -0.002 -0.007 0.005
O 9.107 -10.369 17.499 -0.001 -0.001 0.001
O -0.183 2.929 10.5 0.001 -0.001 -0.002
O -5.175 2.627 10.481 0 -0.001 0
O 2.435 -9.219 18.379 0.001 0 0.001
O 12.155 1.232 18.73 -0.004 -0.001 -0.003
O 1.936 -2.571 16.986 -0.001 0.001 0
O -0.754 -2.006 11.438 -0.002 -0.001 -0.001
O 9.13 -3.669 17.732 0.001 0.002 0.001
O -0.409 0.308 10.216 0.002 0.003 0
O -3.411 -3.687 10.048 0.004 -0.002 -0.002
O 4.02 1.289 18.458 -0.003 -0.002 0.002
O -2.09 3.798 15.183 -0.001 0.001 0.007
O 11.243 -10.329 15.961 -0.004 0 0.001
O 0.126 -0.661 16.37 0.002 0 0.002
O 9.571 -9.476 13.569 0 0 0.001
O 2.083 -1.39 22.186 0 -0.009 0.005
O 7.984 -8.743 15.719 0 0.001 -0.002
O -2.986 1.691 13.793 -0.006 -0.005 -0.003
O 6.521 -10.527 16.889 0 0 0
O 8.969 -0.816 12.759 -0.002 0 0
O -0.863 -4.804 13.509 0 -0.001 0.001
O 3.993 3.926 13.146 0.001 0.001 -0.001
O 11.698 -3.256 17.378 0.002 0 0.001
O 6.049 1.042 20.235 0 0 -0.002

Results
free energy: -285397.880 eV
free energy less fixed offsets of O -568.88, Si -635.61 eV per atom: -13.880 eV

The program warned: the cutoff lies below the one the program advises for these potential files; the forces do not sum to zero within the program's tolerance; the exchange-correlation potential is rough where the density is thin.
